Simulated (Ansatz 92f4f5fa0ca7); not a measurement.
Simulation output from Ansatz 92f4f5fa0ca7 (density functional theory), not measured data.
Periodic cell of 222 atoms, Si131O89As1H1, from a study of silicon, its oxide and their interface. The atomic structure is a simulated model.

Settings
functional: PBE
potential files: Ansatz PAW
basis: plane waves
wave-function cutoff: 700 eV
density cutoff ratio: 5
exchange-correlation grid ratio: 1
k mesh: 2 x 2 x 1, shifted by 0.5 0.5 0.5 of a step
self-consistency stop: 5e-08 eV per atom in the density residual
occupations: fixed
spin: none
net charge: 0

Cell vectors (angstrom)
a 10.938 0 0
b 0 10.938 0
c 0 0 32.5093

Atoms and the computed forces on them: element, x, y, z (angstrom), force x, y, z (eV/angstrom)
Si -0.2989 0.2165 25.0721 0.0026 0.0043 -0.0273
Si 5.6966 -0.2654 24.9894 0.0049 0.0131 -0.0076
Si 2.4157 2.9502 25.1126 0.0024 0.0129 -0.0273
Si 8.365 2.3929 25.039 -0.0041 -0.0026 -0.0068
Si 0.1756 5.1486 25.0911 -0.002 0.0061 -0.0105
Si 5.105 5.609 25.0167 -0.0094 -0.0041 -0.017
Si 2.9201 7.8869 25.0053 -0.011 0.0033 -0.0101
Si 7.8951 8.3974 24.9872 0.0089 0.0014 -0.0243
Si 1.2867 1.3493 26.4008 0.0196 0.0049 0.0047
Si 6.8112 1.2802 26.3892 0.0009 0.0147 -0.0007
Si 4.013 4.0861 26.4165 0.0154 -0.0029 0.0042
Si 9.5082 4.0173 26.364 0.0046 0.0022 -0.0037
Si 1.3362 6.7785 26.3565 0.0062 0.0104 -0.0072
Si 6.753 6.7922 26.2926 0.0091 -0.0005 0.0085
Si 4.078 9.5197 26.293 0.0123 0.015 0.0073
Si 9.4939 9.5342 26.3356 0.0144 0.0055 0.0025
Si 2.7363 -0.0144 27.6905 0.0036 -0.0071 0.0047
Si 8.2057 -0.0233 27.7612 0.0033 -0.0004 -0.0027
Si -0.0263 2.7358 27.7693 -0.0048 0.0032 -0.0016
Si 5.4629 2.7261 27.7093 -0.0003 -0.0028 -0.0006
Si 2.71 5.4813 27.7753 -0.0028 0.0091 -0.0029
Si 8.1788 5.4725 27.6848 -0.0061 0.0041 0.0104
Si -0.0131 8.2027 27.6921 -0.0016 0 0.0105
Si 5.4576 8.1968 27.7146 -0.0007 -0.0002 -0.0052
Si 4.1018 1.3673 29.0911 -0.0432 -0.1032 -0.1867
Si 9.5708 1.3673 29.0911 -0.0842 -0.1184 0.3494
Si 1.3673 4.1018 29.0911 -0.1707 -0.0027 0.345
Si 6.8362 4.1018 29.0911 -0.0411 0.0011 -0.1967
Si 4.1018 6.8362 29.0911 0.0047 0.117 0.1904
Si 9.5708 6.8362 29.0911 -0.0845 -0.0459 -0.2921
Si 1.3673 9.5708 29.0911 -0.0239 -0.0611 -0.2562
Si 6.8362 9.5708 29.0911 -0.1207 -0.1968 0.1515
Si 0 0 30.4583 -0.0342 0.0327 -0.0065
Si 5.469 0 30.4583 -0.0304 -0.0458 -0.0145
Si 2.7345 2.7345 30.4583 -0.0604 -0.0188 -0.0229
Si 8.2035 2.7345 30.4583 0.0081 -0.0586 -0.0052
Si 0 5.469 30.4583 -0.0015 -0.0757 -0.0045
Si 5.469 5.469 30.4583 -0.027 0.0011 -0.015
Si 2.7345 8.2035 30.4583 0.0275 -0.0317 -0.0041
Si 8.2035 8.2035 30.4583 -0.064 -0.0266 -0.0141
Si 1.3673 1.3673 31.8256 0.0333 -0.0097 0.01
Si 6.8362 1.3673 31.8256 -0.0116 0.0435 -0.0084
Si 4.1018 4.1018 31.8256 0.0104 -0.0167 0.0014
Si 9.5708 4.1018 31.8256 0.0055 0.0563 -0.0044
Si 1.3673 6.8362 31.8256 -0.0426 0.0195 -0.0091
Si 6.8362 6.8362 31.8256 0.0417 -0.0055 0.0133
Si 4.1018 9.5708 31.8256 -0.0212 0.026 -0.0039
Si 9.5708 9.5708 31.8256 0.0282 -0.0224 0.0041
Si 2.7345 0 0.6835 0.0074 -0.0164 0.0091
Si 8.2035 0 0.6835 0.0046 0.0232 0.0002
Si 0 2.7345 0.6835 -0.0457 -0.005 -0.0153
Si 5.469 2.7345 0.6835 0.0109 -0.0349 0.0028
Si 2.7345 5.469 0.6835 -0.0069 0.0288 -0.001
Si 8.2035 5.469 0.6835 0.0044 -0.0571 0.011
Si 0 8.2035 0.6835 0.0342 -0.0365 0.0039
Si 5.469 8.2035 0.6835 -0.0578 0.0132 -0.0172
Si 4.1018 1.3673 2.0507 -0.0055 0.0842 0.0022
Si 9.5708 1.3673 2.0507 0.0814 0.0425 -0.005
Si 1.3673 4.1018 2.0507 -0.0082 -0.0135 0.0268
Si 6.8362 4.1018 2.0507 0.022 0.0503 0.0113
Si 4.1018 6.8362 2.0507 0.0689 0.0115 -0.0078
Si 9.5708 6.8362 2.0507 0.0293 0.0664 0.0078
Si 1.3673 9.5708 2.0507 -0.0082 0.0358 0.0134
Si 6.8362 9.5708 2.0507 0.0085 -0.052 0.0121
Si 0 0 3.418 0.0533 0.1332 -0.3249
Si 5.469 0 3.418 -0.0155 0.0221 0.4343
Si 2.7345 2.7345 3.418 0.2169 -0.1225 -0.1199
Si 8.2035 2.7345 3.418 -0.0266 -0.0898 -0.0075
Si 0 5.469 3.418 0.0136 0.0345 0.151
Si 5.469 5.469 3.418 0.0905 0.2819 -0.3832
Si 2.7345 8.2035 3.418 0.2356 0.1763 0.0804
Si 8.2035 8.2035 3.418 -0.0242 -0.0037 -0.1456
Si 1.4152 1.3225 4.7618 0.0065 -0.0162 -0.0009
Si 6.8532 1.3777 4.8219 0.0048 -0.0018 -0.0117
Si 4.1331 4.12 4.7419 0.0113 -0.004 0.003
Si 9.5599 4.0944 4.7811 -0.0008 0.006 -0.0041
Si 1.3888 6.8541 4.7773 0.0058 0.0013 0.0025
Si 6.832 6.8469 4.7778 -0.0058 0.0156 0.0093
Si 4.1158 9.5626 4.8488 -0.0029 0.0049 -0.0185
Si 9.5445 9.6177 4.7452 -0.0194 0.0032 0.0065
Si 2.7562 -0.0031 6.2459 -0.0187 -0.0076 -0.0073
Si 8.2677 0.0581 6.2103 -0.0063 -0.0071 -0.0098
Si 0.0705 2.7484 6.0582 -0.0311 -0.0042 0.0086
Si 5.5574 2.8535 6.1492 0.0279 0.0004 0.0057
Si 2.8513 5.5479 6.1026 -0.0062 0.0007 0.0049
Si 8.1879 5.4664 6.1408 -0.014 -0.0279 -0.019
Si 0.0182 8.2873 6.0554 0.0138 -0.017 0.005
Si 5.5736 8.2611 6.2286 -0.0065 -0.0143 -0.0057
Si 3.8894 1.7794 7.3431 -0.0139 0.0221 0.0279
Si 9.9411 1.1926 7.4516 -0.0019 0.0095 0.0114
Si 1.6334 3.9755 7.3032 -0.021 0.0103 0.0302
Si 6.7029 4.3646 7.6443 -0.0128 0.0019 0.0231
Si 4.4636 6.6178 7.49 -0.0126 -0.004 0.0123
Si 9.3747 7.1122 7.2785 -0.0164 0.0327 0.0844
Si 1.0964 9.7643 7.544 -0.0226 -0.0152 0.0102
Si 7.2096 9.3939 7.587 0.0159 -0.0192 0.0408
O 1.3161 4.0661 24.5689 0.0006 -0.0109 -0.0424
O 6.8084 9.5473 24.4747 -0.0006 -0.0077 -0.0385
O 2.6835 2.8117 7.7767 0.0241 -0.0107 0.0371
O 8.2871 8.1891 7.8891 0.0159 -0.0024 0.0231
O 5.5352 5.4788 8.0816 0.0088 0.002 0.0358
O 0.0288 0.0085 8.0213 0.0102 0.0006 0.0392
O 4.0421 6.7741 24.4937 0.0003 -0.0113 -0.0367
O 9.5332 1.3299 24.5286 -0.0024 -0.0079 -0.038
O 1.5415 8.8661 8.8943 0.0045 0.0132 -0.0072
O 1.0871 4.6392 8.6973 -0.0092 0.0048 -0.0026
O 9.3841 2.0157 8.7516 0.0023 -0.0038 -0.0024
O 6.8825 9.9974 9.0952 -0.011 -0.0153 0.0093
O 4.6045 1.5026 8.8058 -0.019 -0.0182 0.0247
O 3.7373 7.3531 8.7778 0.0018 -0.0017 0.0045
O 7.4262 3.7532 9.0284 0.0024 0.0111 -0.0236
O 10.0742 6.4872 8.605 -0.0127 -0.002 -0.0387
O 3.1281 2.2869 23.7995 -0.0052 -0.0085 0.0095
O 5.1269 0.5156 23.6482 -0.0193 -0.0056 0.0001
O 7.565 2.9059 23.6924 0.0039 0.0118 -0.0007
O 10.3811 5.7773 23.7649 -0.0089 -0.0036 0.0014
O 8.5654 7.7141 23.6397 -0.0055 -0.014 0.0058
O 2.2039 8.5034 23.6545 0.0056 0.0147 -0.0004
O 5.5852 4.7494 23.6902 0.0147 0.0081 0.0022
O 0.4087 10.488 23.7512 0.0072 -0.0008 0.0069
Si 3.0434 8.6179 9.5229 0.0033 0.0063 -0.0128
Si 7.2429 4.6932 14.1667 -0.0094 -0.0078 0.0097
Si 1.1648 -1.2526 13.3204 -0.0077 -0.0042 0.0027
Si 3.8194 1.1428 22.8827 -0.0037 -0.0074 -0.0065
Si 6.2119 0.3688 15.7946 0.0025 -0.0044 0.0016
Si 1.9501 1.8338 16.8716 -0.0094 -0.0027 -0.0076
Si 1.5983 9.8027 22.8806 0.0051 0.0015 -0.001
Si 3.9928 10.3919 13.9966 0.008 0.0001 0.0097
Si 0.4742 7.1028 12.0201 0.0046 -0.0064 -0.0179
Si -2.0188 7.278 13.6962 0.0006 -0.0027 0.0041
Si 5.7986 0.0426 18.8781 0.0078 0.001 0.001
Si 4.6146 6.056 14.3656 0.0012 -0.0055 0.0056
Si 11.5837 10.1017 20.0729 0.0053 -0.0088 0.0076
Si 6.4305 -1.0139 10.6596 0.003 0.005 -0.0075
Si 4.0798 11.4647 9.9797 0.0011 -0.0027 -0.026
Si -1.1937 8.5564 18.3053 -0.0055 0.0024 -0.0097
Si 0.0168 -2.8593 15.5959 0.0027 -0.0016 0.0042
Si 0.8114 3.0178 14.1283 -0.0049 0.0061 0.0046
Si 1.6623 5.8532 14.5562 0.0065 -0.0018 0.0109
Si 6.8313 4.0994 22.855 0.0042 0.0017 -0.003
Si 6.8363 3.2932 16.6179 0.0012 0.0003 -0.0043
Si 8.7874 3.1421 9.7569 0.014 0.0054 0.0078
Si 4.6397 8.2121 12.0446 -0.0048 -0.0094 -0.0083
Si 4.3958 -3.7362 17.2403 0.0066 -0.0037 -0.0056
Si 2.371 1.3038 12.3912 0.0026 0.0033 -0.0094
Si -6.8492 4.1224 17.9359 0.0014 0.0014 0.0013
Si -2.9631 -0.5866 13.3239 0.0026 -0.0028 -0.0082
Si 6.9305 8.3186 18.9091 -0.0013 -0.0032 -0.0014
Si 5.2489 2.6384 20.5011 0.0039 -0.0009 -0.0027
Si 8.9261 6.4348 20.004 -0.0052 0.0033 0.0029
As 11.4527 2.2624 19.6181 -0.0173 -0.0095 -0.0061
Si 10.884 5.4406 9.5104 -0.0017 0.0039 -0.0042
Si -1.895 3.7012 18.6375 -0.0056 -0.0042 -0.0037
Si -1.8132 -4.5813 22.9206 -0.0041 -0.0053 0.0067
Si 2.9962 10.0273 17.9376 -0.0006 -0.0002 -0.004
Si 8.8789 2.3499 12.8002 -0.0022 0.0048 -0.0036
O 4.9028 7.0182 15.6712 -0.0179 -0.0085 0.012
O 2.5361 0.2869 16.8823 0.0107 -0.0039 0.0129
O 7.688 4.3733 15.7152 -0.0219 -0.0153 -0.0114
O 0.7565 8.7169 12.0619 0.0038 -0.0064 0.0228
O 2.6221 -1.4402 14.0574 -0.0027 0.0228 -0.013
O 3.4125 8.5454 17.3175 0.0038 0.0068 0.0133
O -1.2079 2.5448 19.5977 0.012 0.0041 -0.0124
O 5.3249 11.1079 10.9436 -0.007 -0.0123 -0.0255
O 1.5194 6.4427 13.0599 -0.0179 -0.0007 0.0171
O 0.7191 6.3485 10.6163 -0.0106 0.0034 0.0138
O 6.4594 -1.2375 19.6528 0.0013 -0.0088 -0.0249
O 7.5205 7.2869 20.0257 0.0257 0.0014 -0.0193
O -7.2725 0.8811 13.2858 -0.0294 -0.0244 -0.0077
O -2.3807 4.8978 19.6304 0.0202 0.0007 -0.0081
O 8.1691 8.7033 17.8882 0.0145 -0.0173 0.0355
O 7.7273 6.1802 13.7048 0.0128 0.0014 0.0019
O 4.2023 -0.233 18.7896 0.0088 -0.0123 -0.0083
O 12.3987 3.4382 20.2049 0.0134 0.0141 0.0117
O 2.7875 -0.0708 22.587 -0.0112 0.0003 0.0147
O -5.9864 9.4343 13.0979 -0.0063 0.0107 0.0084
O 6.2938 3.5079 21.4274 -0.0173 -0.009 0.0081
O 4.4658 3.6497 19.4661 0.0095 -0.0167 -0.0036
O 3.189 5.3564 14.7001 -0.0055 0.0233 -0.002
O 0.5875 0.7595 20.4999 -0.0052 -0.0037 -0.029
O 0.9634 -1.6232 21.4608 0.0057 0.0223 0.0031
O 7.5528 10.3084 11.7479 -0.008 -0.0096 -0.0033
O 5.8641 8.3948 10.9619 -0.0031 0.0285 0.0031
O 5.6211 4.798 14.1398 0.0145 0.012 0.0021
O 1.791 9.7552 18.9859 -0.0005 0.0174 0.0091
O 0.7405 4.5341 14.7314 0.0175 0.0069 -0.0031
O -0.2184 -2.174 17.0313 -0.0156 -0.0189 0.0039
O 3.7342 10.0635 9.1993 0.013 -0.0073 0.0449
O -2.4186 8.8285 13.5072 0.0098 -0.0278 0.008
O 5.4338 14.902 17.038 0.0049 -0.017 0.0154
O 9.8719 6.8235 12.4569 0.0151 0.0182 0.0296
O 1.2777 2.0621 15.3863 0.0086 0.0091 0.0071
O 7.1076 -0.4192 14.6992 -0.0031 0.0193 0.0192
O 0.7157 1.7445 17.9595 0.0063 -0.0017 0.0111
O 1.1264 11.1998 12.7069 0.0306 0.0083 0.0064
O -0.9956 7.038 18.8725 -0.0254 0.0161 0.0099
O 7.9232 5.2857 22.6932 0.0056 0.0022 0.0085
O 0.1519 -1.6069 14.5476 0.0019 -0.0201 -0.0067
O 6.441 0.0115 17.3651 -0.0266 0.007 0.011
O -5.2185 7.5785 18.1171 0.0057 0.0152 0.0038
O 4.7034 -0.1413 15.3996 -0.0004 -0.0045 -0.0053
O 1.8757 2.7821 12.879 -0.0071 -0.0251 0.0191
O 4.2205 1.8416 21.4776 0.0188 0.0054 0.0136
O 10.1463 -1.2826 19.4443 0.0156 -0.0117 -0.0012
O 9.6762 6.6568 21.4254 -0.0196 -0.0018 -0.0056
O -0.6446 2.8302 13.4424 0.0007 0.004 -0.0024
O 2.8293 1.1869 10.8202 0.0167 -0.0121 0.0223
O 7.7426 3.4344 13.2777 0.013 0.0127 0.0227
O -4.9022 1.463 19.6428 -0.0215 -0.0039 0.0066
O 1.287 7.0395 15.6247 -0.0093 -0.0048 -0.0279
O 3.7469 -5.1794 17.801 0.0084 0.0042 -0.0106
O -3.1837 2.9966 17.9247 0.0126 0.0231 -0.0077
O 4.6081 -4.0747 12.9381 -0.0052 0.0034 0.012
O 8.8307 0.8087 13.3451 -0.0106 -0.0016 -0.0072
O 6.5064 1.9739 15.7042 0.0061 0.0031 0.0122
O 3.2551 8.3453 11.1424 0.0215 -0.0007 0.012
O 9.8256 4.3573 10.1034 -0.0074 -0.0066 -0.0199
O 8.6399 2.3631 11.182 0.0058 -0.0072 0.0037
O 2.9702 3.0665 17.2914 0.0041 -0.0065 0.012
O -1.258 -3.7835 15.1421 0.0145 0.0228 -0.0286
O -0.7812 4.1964 17.5548 -0.053 0.03 -0.0311
H -1.0896 4.69 16.7771 0.0235 -0.0325 0.0549

Results
free energy: -138778.648 eV
free energy less fixed offsets of As -4857.07, H -17.10, O -569.03, Si -635.61 eV per atom: 4.102 eV

The program warned: the cutoff lies below the one the program advises for these potential files; the exchange-correlation potential is rough where the density is thin.
